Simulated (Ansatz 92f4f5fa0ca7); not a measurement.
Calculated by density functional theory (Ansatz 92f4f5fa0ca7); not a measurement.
Periodic cell of 224 atoms, Si133O88H3, from a study of silicon, its oxide and their interface. The atomic structure is a simulated model.
Doubt: the cutoff is far below the 930 eV that the study's wrapper takes by default for these files, so forces and energies are approximate.
This geometry differs little from another in the collection (a relaxation step or a small displacement).

Settings
functional: PBE
potential files: Ansatz PAW
basis: plane waves
wave-function cutoff: 580 eV
density cutoff ratio: 5
exchange-correlation grid ratio: 1
k mesh: 1 x 1 x 1, Gamma-centred
self-consistency stop: 5e-08 eV per atom in the density residual
occupations: fixed
spin: none
net charge: -1 e, with a uniform compensating background and no finite-size correction

Cell vectors (angstrom)
a, 10.938, 0, 0
b, 0, 10.938, 0
c, 0, 0, 31.948

Atoms: element, x, y, z (angstrom)
Si, 0.302, 10.5377, 24.4044
Si, 5.2269, 0.1426, 24.5332
Si, 2.9793, 2.3391, 24.5302
Si, 7.9383, 2.9218, 24.5074
Si, 10.631, 5.4188, 24.4498
Si, 5.7728, 5.2001, 24.4438
Si, 2.5937, 8.3528, 24.5439
Si, 8.5309, 7.7733, 24.4231
Si, 1.3646, 1.2259, 25.8091
Si, 6.8218, 1.3124, 25.804
Si, 4.1408, 4.0236, 25.7261
Si, 9.4828, 4.0211, 25.9111
Si, 1.3669, 6.6704, 25.6713
Si, 6.9051, 6.7519, 25.8086
Si, 4.0939, 9.5311, 25.9034
Si, 9.6122, 9.4372, 25.7144
Si, 2.7265, -0.0525, 27.2591
Si, 8.2445, -0.0821, 27.0895
Si, 0.0076, 2.6487, 27.1457
Si, 5.4716, 2.6881, 27.1876
Si, 2.7593, 5.3902, 27.0899
Si, 8.1941, 5.428, 27.2738
Si, 0.0434, 8.0948, 27.1184
Si, 5.5186, 8.1427, 27.1529
Si, 4.0985, 1.3486, 28.5678
Si, 9.576, 1.2991, 28.5098
Si, 1.3778, 4.0559, 28.4932
Si, 6.8199, 4.0528, 28.5769
Si, 4.1091, 6.784, 28.4935
Si, 9.5995, 6.8092, 28.5541
Si, 1.3596, 9.4857, 28.5443
Si, 6.8661, 9.5375, 28.5096
Si, 0.0139, -0.0392, 29.8931
Si, 5.4935, -0.0224, 29.8913
Si, 2.7358, 2.7319, 29.9049
Si, 8.2219, 2.6988, 29.8963
Si, 0.0304, 5.4375, 29.8917
Si, 5.4677, 5.4512, 29.9045
Si, 2.7588, 8.1653, 29.8931
Si, 8.225, 8.1901, 29.8995
Si, 1.3673, 1.3673, 31.2643
Si, 6.8362, 1.3673, 31.2643
Si, 4.1018, 4.1018, 31.2643
Si, 9.5708, 4.1018, 31.2643
Si, 1.3673, 6.8362, 31.2643
Si, 6.8362, 6.8362, 31.2643
Si, 4.1018, 9.5708, 31.2643
Si, 9.5708, 9.5708, 31.2643
Si, 2.7345, 0, 0.6835
Si, 8.2035, 0, 0.6835
Si, 0, 2.7345, 0.6835
Si, 5.469, 2.7345, 0.6835
Si, 2.7345, 5.469, 0.6835
Si, 8.2035, 5.469, 0.6835
Si, 0, 8.2035, 0.6835
Si, 5.469, 8.2035, 0.6835
Si, 4.1027, 1.3852, 2.0674
Si, 9.5308, 1.4171, 2.0397
Si, 1.3463, 4.1285, 2.0453
Si, 6.819, 4.1106, 2.0587
Si, 4.1178, 6.8421, 2.0641
Si, 9.5658, 6.8566, 2.0609
Si, 1.3846, 9.5569, 2.0263
Si, 6.8158, 9.6, 2.0533
Si, -0.0014, 0.0256, 3.301
Si, 5.4824, 0.0488, 3.4721
Si, 2.7442, 2.8039, 3.3975
Si, 8.1644, 2.7722, 3.4647
Si, -0.006, 5.5024, 3.4503
Si, 5.4957, 5.5007, 3.4463
Si, 2.7777, 8.2478, 3.4345
Si, 8.1892, 8.247, 3.405
Si, 1.3765, 1.3534, 4.6388
Si, 6.7706, 1.4625, 4.8969
Si, 4.0751, 4.1852, 4.8107
Si, 9.4999, 4.1868, 4.8169
Si, 1.373, 6.9273, 4.7867
Si, 6.9168, 6.8382, 4.8145
Si, 4.1344, 9.6141, 4.8559
Si, 9.5355, 9.707, 4.689
Si, 2.7306, 0.1134, 6.1367
Si, 8.2078, 0.0662, 6.192
Si, -0.0374, 2.6808, 5.9409
Si, 5.4936, 2.9582, 6.2536
Si, 2.7136, 5.6063, 6.2154
Si, 8.1964, 5.4965, 6.3213
Si, 0.005, 8.398, 6.0213
Si, 5.5432, 8.2117, 6.1752
Si, 3.7657, 1.8401, 7.4104
Si, 9.8248, 1.2345, 7.4806
Si, 1.4216, 3.9087, 7.2329
Si, 6.632, 4.3991, 7.8799
Si, 4.3487, 6.7361, 7.5847
Si, 9.5234, 7.1945, 7.4089
Si, 1.1173, 9.9299, 7.4495
Si, 7.1923, 9.3086, 7.4859
O, 9.6218, 6.6132, 23.8896
O, 4.1112, 1.2488, 23.9974
O, 8.3645, 8.2329, 8.0219
O, 2.5756, 2.9094, 7.861
O, 6.8554, 4.058, 23.929
O, 1.4649, 9.4318, 24.0075
O, 5.4052, 5.6107, 8.133
O, -0.0037, 0.0974, 7.9767
H, 6.5825, 9.8857, 8.7214
O, 10.6584, 6.8375, 8.6111
O, 1.7235, 9.2628, 8.8359
O, 4.2201, 1.2821, 8.8836
O, 0.3582, 4.2689, 8.4577
O, 9.2587, 1.9774, 8.8644
O, 3.7437, 7.5348, 8.9239
H, 7.9494, 8.3421, 23.1738
H, 8.5977, 2.3267, 23.3055
O, 5.2601, 5.9652, 23.0654
O, 2.2414, 2.8365, 23.1468
O, 10.6877, 0.1083, 22.9217
O, 0.0425, 4.3841, 23.1866
O, 3.4396, 7.9117, 23.2022
O, 5.9061, 10.3887, 23.1906
Si, 9.5638, 9.3161, 14.9681
Si, 2.4409, 4.971, 11.5861
Si, 0.8465, 0.7003, 14.683
Si, 10.0469, 9.9344, 18.8579
Si, 6.8144, 0.4065, 11.642
Si, 9.5606, 7.1848, 12.6964
Si, 2.0423, 9.2046, 17.9409
Si, 2.9652, 8.7138, 9.7346
Si, 4.1766, 2.5015, 16.8465
Si, 4.507, 7.1525, 22.2459
Si, 10.872, 5.346, 16.7532
Si, 2.6161, 6.373, 17.8767
Si, 0.9692, 2.5565, 17.2524
Si, 5.7344, 6.6071, 16.965
Si, 8.5957, 4.7281, 11.4518
Si, 11.0044, 5.4969, 9.477
Si, 3.0994, 0.1096, 20.1931
Si, 1.6319, 7.5754, 12.4441
Si, 5.7191, 9.8835, 21.6545
Si, 1.3605, 1.901, 11.7491
Si, 0.2616, 0.5506, 21.4344
Si, 2.689, 9.4429, 14.8099
Si, 8.9372, 3.3084, 15.5486
Si, 1.0275, 3.4575, 22.2667
Si, 9.3485, 1.8666, 10.4926
Si, 5.5792, 8.7842, 14.9876
Si, 6.8008, 8.3079, 12.2755
Si, 3.0422, 5.0643, 20.4949
Si, 9.3997, 1.636, 18.2324
Si, 7.939, 0.9125, 14.4155
Si, 5.9536, 4.3012, 15.1077
Si, 7.005, 0.9107, 19.7748
Si, 5.5636, 5.4898, 12.1007
Si, 4.6605, 2.6975, 19.7564
Si, 4.0259, 0.6157, 10.3365
Si, 6.0438, 0.2797, 16.7706
Si, 8.7269, 7.6647, 17.588
O, 0.1159, 1.7638, 18.4307
O, 6.0159, 9.679, 16.2747
O, 1.4849, 5.5483, 10.3539
O, 6.9502, 4.9173, 11.3965
O, 3.3964, 1.6709, 19.8509
O, 7.1153, 7.2323, 17.6787
O, 6.9483, 1.0673, 13.1432
O, 5.6946, 7.1342, 11.9479
O, 5.4104, 1.0455, 11.1102
O, 10.2668, 10.6655, 20.3262
O, 8.9871, 8.7222, 16.3704
O, 1.8733, 3.465, 11.9122
O, 0.5848, 1.8535, 15.8192
O, 8.9028, 2.7131, 17.0999
O, 8.8476, 3.122, 11.4314
O, 4.9423, 3.0652, 18.182
O, 2.359, 11.0338, 14.7547
O, 7.0723, 1.0669, 15.7922
O, 9.5822, 5.2643, 10.2622
O, 2.5871, 2.62, 17.1784
O, 1.4528, 6.1015, 16.664
O, 2.159, 7.7412, 18.6283
O, 5.9903, 2.0257, 20.4022
O, 9.1731, 8.5308, 18.9314
O, 3.6218, 6.4837, 21.0425
O, 0.8076, 1.3644, 13.2021
O, 2.1507, 6.0511, 12.8028
O, 8.4202, 1.7458, 19.5607
O, 1.8243, 8.4973, 13.7903
O, 2.6587, 1.0862, 11.1509
O, 9.2409, 10.9823, 17.8685
O, 6.9713, 10.5338, 20.7764
O, 9.1738, 2.004, 14.5407
O, 10.9938, 7.4839, 11.9844
O, 6.7311, 8.5747, 13.8838
O, 6.4716, 0.3643, 18.3295
O, 0.3838, 4.0356, 17.5909
O, 9.1749, 5.577, 12.7704
O, 8.5355, 10.3526, 14.2669
O, 8.2537, 0.6857, 10.8895
O, 2.4419, 8.1828, 11.1871
O, 4.2341, 9.353, 14.2999
O, 6.543, 9.7313, 11.5586
O, 5.6049, 8.2368, 21.6467
O, 9.7324, 7.9187, 14.1449
O, 8.3217, 7.8632, 11.8773
O, 2.5205, 5.1715, 18.9552
O, 1.7736, 0.0245, 21.1185
O, 1.7183, 4.5174, 21.248
O, 10.9598, 1.6801, 10.82
O, 10.0171, 4.5806, 15.5083
O, 4.2979, 4.026, 20.5997
O, 5.5609, 5.0255, 13.6944
O, 0.4993, 9.657, 18.0676
O, 4.263, 6.53, 17.6954
O, 3.9712, 9.9398, 10.1184
O, 2.5225, 9.0043, 16.3864
O, 2.955, 10.2691, 18.7613
O, 7.4737, 3.7332, 14.9493
O, 5.3095, 7.3248, 15.5832
O, 10.8969, 10.2802, 15.0349
O, 4.3225, 10.4111, 21.0217
O, 4.5554, 0.929, 16.6323
O, 4.7072, 3.2886, 15.5041
O, 9.7625, 6.3727, 17.4192
O, 0.2545, 2.2176, 21.4741
O, 6.1701, 5.1371, 16.4894
O, 4.1142, 4.9931, 11.4334

Results
free energy: -134636.372 eV
free energy less fixed offsets of H -15.97, O -568.88, Si -635.61 eV per atom: 9.108 eV

Forces (eV/angstrom), in the order of the atoms: element, x, y, z
Si, -0.0041, 0.0227, -0.0151
Si, 0.0051, -0.0168, -0.0343
Si, -0.0172, 0.0056, -0.0241
Si, -0.0059, 0.0104, -0.0216
Si, 0.0039, -0.0133, -0.0319
Si, -0.0069, 0.0142, -0.0197
Si, 0.0099, 0.003, -0.031
Si, -0.0006, 0.0021, -0.0137
Si, -0.0017, -0.0093, -0.0242
Si, 0.0019, -0.0005, -0.0075
Si, 0.0126, -0.003, -0.0075
Si, 0.0023, -0.0013, -0.0094
Si, -0.0013, 0.0099, -0.0017
Si, -0.0031, -0.0067, -0.0106
Si, 0.0011, 0.0002, -0.0165
Si, 0.0096, -0.0019, -0.0069
Si, -0.0073, -0.0031, 0.0086
Si, 0.0011, -0.0002, 0.0029
Si, 0.0041, 0.0014, 0.0002
Si, 0.0031, 0.0058, 0.0038
Si, 0.0035, 0.0014, 0.0033
Si, -0.0051, -0.0048, -0.0008
Si, 0.0036, 0.002, 0.0027
Si, -0.0002, -0.0036, -0.0034
Si, -0.0022, 0.0062, 0.0026
Si, -0.0022, -0.0052, 0.0019
Si, 0.0024, -0.0047, -0.0158
Si, -0.0188, 0.0042, 0.0082
Si, 0.001, -0.0077, -0.0031
Si, 0.0123, 0.0111, 0.0006
Si, 0.0017, -0.015, -0.0046
Si, 0.0091, -0.0005, -0.014
Si, -0.0163, 0.004, 0.0104
Si, -0.0153, 0.0169, 0.0031
Si, 0.0105, -0.0113, 0.0054
Si, 0.0021, -0.0093, 0.0095
Si, -0.0169, 0.0193, 0.003
Si, -0.0078, -0.0014, 0.009
Si, -0.0062, 0, 0.008
Si, 0.0107, -0.0047, 0.0064
Si, -0.0374, -0.1117, -0.0366
Si, 0.0814, -0.1293, 0.0035
Si, -0.0812, -0.0042, 0.1243
Si, 0.1218, -0.1286, -0.1172
Si, 0.1186, -0.1746, -0.0236
Si, 0.0234, -0.0146, -0.0446
Si, 0.1055, -0.1074, -0.1144
Si, 0.0253, 0.0086, 0.1246
Si, 0.104, 0.1397, 0.012
Si, -0.1072, 0.1384, -0.0044
Si, -0.1631, 0.1568, -0.0684
Si, -0.0257, -0.0105, -0.0034
Si, -0.0012, 0.1464, 0.1148
Si, -0.0191, 0.0249, 0.1268
Si, 0.0046, -0.1175, -0.0906
Si, -0.0587, 0.1291, 0.0353
Si, 0.0004, 0.0067, -0.0017
Si, 0.0219, -0.0168, 0.0111
Si, 0.0039, 0.0109, 0.0339
Si, -0.0029, -0.006, -0.005
Si, 0.0045, 0.0127, 0.0042
Si, 0.0017, 0.0009, 0.0022
Si, -0.0063, 0.0023, 0.0124
Si, -0.0097, -0.0061, 0.0304
Si, -0.023, 0.0199, -0.0346
Si, -0.0095, 0.0067, -0.0003
Si, 0.0335, -0.0022, -0.0138
Si, 0.0002, -0.0147, 0.0013
Si, -0.0136, 0.0142, -0.0134
Si, -0.0439, 0.0269, -0.015
Si, 0.0145, -0.0058, 0.0013
Si, -0.0069, -0.0278, 0.0015
Si, 0.0032, -0.0294, -0.0035
Si, 0.0149, -0.0078, 0.0006
Si, 0.0227, 0.0291, -0.0019
Si, 0.0126, -0.0171, -0.0036
Si, -0.0037, -0.0034, 0.0106
Si, -0.0187, -0.0106, -0.0008
Si, -0.0128, -0.0002, -0.0059
Si, 0.0156, -0.0166, 0.0143
Si, 0.0265, 0.0475, 0.0606
Si, -0.0164, 0.0165, -0.0117
Si, -0.0261, 0.0256, 0.0064
Si, 0.0147, 0.0588, 0.0106
Si, 0.0131, -0.0124, -0.0062
Si, -0.0428, -0.016, -0.0028
Si, -0.0093, 0.0102, 0.0216
Si, 0.0296, -0.0021, 0.0017
Si, 0.007, -0.0398, -0.0239
Si, 0.0102, 0.0012, 0.0703
Si, -0.0071, 0.009, 0.0927
Si, -0.0944, 0.059, 0.1082
Si, -0.0578, 0.0283, 0.0722
Si, -0.0108, 0.0016, 0.0118
Si, 0.0226, -0.0309, -0.0344
Si, 0.014, -0.007, 0.0369
O, -0.0006, 0.0004, 0.007
O, 0.003, 0.0027, 0.0091
O, 0.004, -0.0162, -0.0253
O, -0.0012, -0.0082, -0.044
O, 0.0011, -0.0051, 0.0096
O, -0.0001, -0.0043, 0.0037
O, 0.1087, -0.0995, -0.0684
O, -0.0086, 0.0178, -0.018
H, 0.002, 0.0004, -0.0111
O, -0.0348, 0.0054, -0.0533
O, -0.0168, 0.0143, -0.0199
O, -0.0026, 0.024, -0.0436
O, 0.0137, -0.0165, -0.0654
O, 0.0059, -0.0123, -0.0868
O, 0.0312, -0.0393, -0.0757
H, -0.0004, -0.0008, 0.0069
H, 0.0009, 0.0001, 0.0066
O, 0.0166, -0.0225, 0.0371
O, 0.0238, -0.0118, 0.0384
O, -0.0005, -0.0139, 0.0514
O, -0.0176, 0.0271, 0.0416
O, -0.0244, 0.0137, 0.0421
O, -0.0076, 0.0185, 0.0592
Si, -0.001, 0.0066, -0.0267
Si, 0.0255, -0.0098, 0.0153
Si, -0.0027, -0.0075, -0.0128
Si, -0.0062, -0.0126, -0.0402
Si, -0.0035, -0.0141, 0.0081
Si, -0.0026, 0.0133, -0.0117
Si, -0.0038, -0.011, -0.0298
Si, -0.0032, 0.0253, 0.0731
Si, -0.0032, 0.0007, -0.0361
Si, -0.0016, 0.0024, -0.0668
Si, -0.0045, -0.0007, -0.0229
Si, 0.0018, 0.0093, -0.0378
Si, 0.0011, 0.0048, -0.024
Si, 0.002, -0.0037, -0.0254
Si, -0.0426, -0.0102, -0.0173
Si, 0.0039, 0.011, 0.0718
Si, -0.002, 0.0048, -0.0439
Si, -0.011, -0.0001, 0.0068
Si, -0.0041, 0.0142, -0.0715
Si, -0.009, 0.006, 0.0104
Si, 0.0061, -0.0158, -0.0739
Si, 0.0072, 0.0105, -0.0231
Si, -0.0011, 0.0047, -0.0277
Si, 0.0023, -0.0036, -0.0686
Si, -0.0016, -0.008, 0.0642
Si, -0.0024, -0.0053, -0.0204
Si, -0.0021, -0.0005, -0.0051
Si, 0.0062, -0.0098, -0.0509
Si, 0.006, 0.0071, -0.0311
Si, 0.0087, -0.0001, -0.0168
Si, 0.0039, -0.0049, -0.015
Si, 0.006, 0.0137, -0.042
Si, 0.003, 0.0052, -0.0097
Si, 0.0064, -0.0025, -0.0359
Si, -0.0003, -0.0118, 0.0572
Si, -0.0037, -0.0026, -0.0368
Si, -0.0019, -0.0086, -0.0248
O, -0.0034, -0.0043, 0.0121
O, -0.0008, 0.0017, 0.0105
O, -0.0296, 0.0031, -0.032
O, 0.0073, 0.0081, 0.0332
O, -0.0054, -0.0071, 0.0109
O, 0.0013, 0.0029, 0.0086
O, -0.0063, -0.0045, -0.0095
O, -0.0011, -0.005, 0.0055
O, -0.0214, 0.0043, -0.0125
O, 0.0139, 0.0192, 0.0401
O, 0.0002, 0.0017, 0.013
O, -0.0026, -0.0011, 0.0023
O, -0.0005, -0.0003, 0.011
O, 0.0007, -0.0074, 0.0163
O, 0.0115, -0.0044, -0.0001
O, 0.0003, 0.0003, 0.0284
O, -0.0017, -0.0015, 0.0119
O, 0, -0.0001, 0.0125
O, 0.0412, 0.0138, -0.0243
O, 0.0021, 0.0002, 0.0114
O, 0.0059, 0.0019, 0.0157
O, 0.0014, 0.0019, 0.0084
O, -0.0007, -0.001, 0.0102
O, 0.0036, 0.0092, 0.0101
O, 0.0153, 0.0195, 0.0321
O, 0.0042, 0.0082, -0.0074
O, -0.0021, -0.0029, -0.002
O, -0.0096, -0.0035, 0.0136
O, -0.0063, -0.0092, -0.001
O, 0.0209, -0.0095, -0.0133
O, 0.0003, -0.0019, 0.0152
O, -0.0139, -0.0205, 0.027
O, -0.0011, -0.0032, 0.0121
O, 0.0052, 0.0004, 0.0038
O, 0.0017, -0.0026, 0.001
O, 0.0053, 0.0036, 0.0305
O, 0.0015, -0.0011, 0.0073
O, -0.0001, -0.0116, -0.0029
O, -0.002, 0.0014, 0.0123
O, 0.0175, 0.0117, -0.0102
O, 0.0145, 0.0134, -0.0319
O, -0.0013, 0.0008, 0.0134
O, -0.0006, 0.0143, 0.0044
O, -0.0058, -0.0099, 0.0181
O, 0.001, -0.0078, 0.0027
O, 0.0016, -0.0007, 0.0072
O, 0.005, -0.0088, 0.0361
O, -0.0171, 0.0049, 0.0197
O, -0.021, -0.0155, 0.03
O, -0.0212, 0.0018, -0.0143
O, 0.0014, 0.0003, 0.0141
O, -0.008, 0.0127, 0.0136
O, -0.0031, 0.0059, -0.0061
O, -0.0035, 0.0038, 0.0126
O, -0.0071, -0.0016, 0.0102
O, -0.0114, -0.0039, -0.0159
O, -0.0024, 0.0009, 0.0197
O, 0.0075, 0.0149, 0.0269
O, -0.0014, 0, 0.0116
O, 0.0006, 0.0037, 0.0144
O, 0.0006, 0.0001, 0.0125
O, 0.0204, -0.0122, 0.0223
O, 0.0005, 0.0003, 0.014
O, -0.0022, -0.0015, 0.0157
O, -0.0023, 0.004, 0.0092
O, 0.0056, 0.0161, 0.0214
O, -0.0016, 0.0048, 0.0088
O, -0.0084, -0.0009, 0.0023

The program warned: the cutoff lies below the one the program advises for these potential files; the forces do not sum to zero within the program's tolerance; the exchange-correlation potential is rough where the density is thin.
